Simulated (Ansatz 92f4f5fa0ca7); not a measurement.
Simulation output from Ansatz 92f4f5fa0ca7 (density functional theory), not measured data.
Periodic cell of 226 atoms, Si134O92, from a study of silicon, its oxide and their interface. The atomic structure is a simulated model.
Doubt: the cutoff is far below the 930 eV that the study's wrapper takes by default for these files, so forces and energies are approximate.
This geometry differs little from another in the collection (a relaxation step or a small displacement).

Settings
functional: PBE
potential files: Ansatz PAW
basis: plane waves
wave-function cutoff: 580 eV
density cutoff ratio: 5
exchange-correlation grid ratio: 1
k mesh: 1 x 1 x 1, Gamma-centred
self-consistency stop: 5e-08 eV per atom in the density residual
occupations: fixed
spin: none
net charge: 0

Cell vectors (angstrom)
a	10.938	0	0
b	0	10.938	0
c	0	0	32.287

Atoms: element, x, y, z (angstrom)
Si	0.2503	-0.3779	24.865
Si	5.153	0.277	24.7318
Si	2.9729	2.6361	24.7222
Si	7.9909	3.1046	24.9938
Si	-0.3765	5.6754	24.912
Si	5.6933	5.256	24.8043
Si	2.6342	8.4485	24.6293
Si	8.5457	8.0907	24.9425
Si	1.3395	1.4209	25.9905
Si	6.8498	1.3347	26.0467
Si	4.1462	4.0963	26.1524
Si	9.4805	4.222	26.392
Si	1.4486	6.7944	25.9572
Si	6.8001	6.9374	26.0634
Si	4.0494	9.6409	26.107
Si	9.7207	9.5071	26.3603
Si	2.6747	0.0617	27.4754
Si	8.219	-0.0037	27.4937
Si	-0.0062	2.7349	27.4924
Si	5.5018	2.6923	27.4982
Si	2.7454	5.4647	27.4594
Si	8.0833	5.6028	27.5885
Si	0.1354	8.0748	27.5508
Si	5.4265	8.2563	27.4668
Si	4.1018	1.3673	28.8688
Si	9.5708	1.3673	28.8688
Si	1.3673	4.1018	28.8688
Si	6.8362	4.1018	28.8688
Si	4.1018	6.8362	28.8688
Si	9.5708	6.8362	28.8688
Si	1.3673	9.5708	28.8688
Si	6.8362	9.5708	28.8688
Si	0	0	30.236
Si	5.469	0	30.236
Si	2.7345	2.7345	30.236
Si	8.2035	2.7345	30.236
Si	0	5.469	30.236
Si	5.469	5.469	30.236
Si	2.7345	8.2035	30.236
Si	8.2035	8.2035	30.236
Si	1.3673	1.3673	31.6033
Si	6.8362	1.3673	31.6033
Si	4.1018	4.1018	31.6033
Si	9.5708	4.1018	31.6033
Si	1.3673	6.8362	31.6033
Si	6.8362	6.8362	31.6033
Si	4.1018	9.5708	31.6033
Si	9.5708	9.5708	31.6033
Si	2.7345	0	0.6835
Si	8.2035	0	0.6835
Si	0	2.7345	0.6835
Si	5.469	2.7345	0.6835
Si	2.7345	5.469	0.6835
Si	8.2035	5.469	0.6835
Si	0	8.2035	0.6835
Si	5.469	8.2035	0.6835
Si	4.1018	1.3673	2.0507
Si	9.5708	1.3673	2.0507
Si	1.3673	4.1018	2.0507
Si	6.8362	4.1018	2.0507
Si	4.1018	6.8362	2.0507
Si	9.5708	6.8362	2.0507
Si	1.3673	9.5708	2.0507
Si	6.8362	9.5708	2.0507
Si	0	0	3.418
Si	5.469	0	3.418
Si	2.7345	2.7345	3.418
Si	8.2035	2.7345	3.418
Si	0	5.469	3.418
Si	5.469	5.469	3.418
Si	2.7345	8.2035	3.418
Si	8.2035	8.2035	3.418
Si	1.2766	1.4254	4.8131
Si	6.7749	1.392	4.7788
Si	4.1591	4.0362	4.8239
Si	9.5983	4.0907	4.8497
Si	1.4022	6.7442	4.7548
Si	6.8087	6.8481	4.7773
Si	4.1081	9.6043	4.7737
Si	9.6527	9.5298	4.7027
Si	2.6542	0.018	6.0678
Si	8.3105	0.0529	5.9129
Si	-0.0169	2.7451	6.3927
Si	5.3929	2.6219	6.3421
Si	2.7864	5.4021	6.153
Si	8.1491	5.4551	6.1335
Si	-0.0298	8.0615	6.0588
Si	5.4869	8.2589	6.1595
Si	3.6674	1.4393	7.6472
Si	9.1817	1.5246	7.5617
Si	1.64	3.957	7.6575
Si	7.019	3.904	7.5065
Si	3.9215	7.0391	7.4237
Si	9.2849	7.0398	7.4639
Si	1.5769	9.2364	7.2288
Si	7.2007	9.4778	7.2383
O	6.8494	4.1475	24.3829
O	1.4173	9.531	24.225
O	6.6223	-2.4491	12.4235
O	2.7703	8.1869	7.7398
O	4.197	0.2985	11.5341
O	8.2344	8.2869	7.8037
O	5.586	10.4929	23.3083
O	-0.1461	4.7619	23.5553
O	3.9989	0.4048	8.9164
O	9.2461	0.6216	8.9848
O	0.8261	9.7753	8.5998
O	3.0079	1.7979	13.4548
O	9.8465	6.3551	8.8683
O	1.1427	4.9079	8.9455
O	6.5281	4.6873	8.8797
O	4.4769	6.4021	8.8464
O	7.8587	0.273	22.2004
O	8.9778	2.6742	23.747
O	2.4407	3.4222	23.3475
O	10.1101	0.0511	23.681
O	10.8214	11.3661	19.9864
O	7.9716	8.1429	19.8452
O	4.9765	5.7583	23.4087
O	3.5119	7.9527	23.2835
Si	4.049	-0.6389	10.1991
Si	-12.9269	3.8433	20.1009
Si	12.6897	2.8884	21.9383
Si	13.5595	-1.2897	19.7131
Si	20.4598	11.944	19.1924
Si	4.2896	2.4024	17.7836
Si	-8.7211	-6.6479	16.5994
Si	0.3253	4.9096	12.7219
Si	8.7329	9.1398	18.7897
Si	6.4525	9.5558	13.6442
Si	10.8375	-1.1616	20.4011
Si	0.5264	0.0778	12.1931
Si	-1.2903	-8.5407	13.5289
Si	0.9461	4.5663	19.3431
Si	17.209	10.9262	21.8758
Si	6.6524	-2.3844	10.8025
Si	1.6291	6.8846	14.9456
Si	3.0368	-4.3483	19.6946
Si	-4.0143	12.4198	12.2977
Si	-0.9756	3.5611	22.8066
Si	5.7113	5.8067	9.7417
Si	4.2065	8.278	15.4214
Si	4.4178	6.8877	22.3811
Si	8.9927	10.1872	22.7963
Si	7.8907	10.916	9.683
Si	3.1162	1.4728	11.8455
Si	6.3786	8.2331	20.2564
Si	-6.2403	3.7668	11.9235
Si	12.0796	-1.825	10.0609
Si	8.4976	10.0075	15.9093
Si	2.8135	10.6834	16.9131
Si	13.5973	3.3791	13.7384
Si	3.952	1.2355	20.6364
Si	11.1953	6.0493	9.759
Si	6.9791	3.9084	17.8374
Si	-2.0001	1.9325	16.4496
Si	0.6248	-1.1223	15.0531
Si	5.3121	6.5437	17.7883
O	-5.046	2.6844	17.8493
O	1.6982	14.7884	20.6148
O	2.1154	10.3833	18.3573
O	3.8115	1.0496	16.9735
O	-1.3884	6.8873	24.4181
O	14.9768	-6.7207	13.3831
O	3.6246	20.2833	16.499
O	7.6053	-6.6432	19.3107
O	8.179	9.0211	23.6209
O	0.7989	8.219	15.4067
O	2.7118	-1.5413	10.3995
O	1.5861	3.8942	12.6174
O	3.6926	3.7264	17.0324
O	-4.2403	7.0325	10.2031
O	0.991	-3.4522	10.0158
O	5.4498	1.3104	21.3209
O	-2.8121	-7.6238	16.821
O	9.0078	4.2575	21.6701
O	0.1787	2.5446	22.2399
O	18.9296	9.4497	10.4307
O	11.9086	-0.8037	13.491
O	8.9195	13.1591	20.0548
O	9.8561	2.2114	15.137
O	-0.5294	1.2216	12.6723
O	0.7679	-4.8199	13.7665
O	1.4215	-1.5151	20.7908
O	-5.0495	24.5951	12.2172
O	-0.9116	3.9588	13.2093
O	1.5826	-0.0859	15.874
O	18.911	0.6086	16.206
O	-5.6384	-1.6747	10.1988
O	9.8368	9.4416	21.627
O	5.788	7.7327	18.8112
O	8.4193	10.7311	19.1241
O	3.4283	6.2415	21.2474
O	14.712	10.5908	20.3196
O	8.1035	2.1715	13.1562
O	4.0361	5.8832	18.6016
O	0.1093	9.847	11.1121
O	5.7415	7.4133	21.5334
O	1.9455	5.8658	16.2104
O	8.1378	2.763	7.951
O	12.2129	3.9077	17.874
O	-9.277	-10.0006	11.3783
O	-4.5048	0.1632	13.1256
O	20.8624	12.4835	17.7035
O	14.7701	2.2079	19.3382
O	1.9541	3.4957	15.1924
O	2.6786	1.6017	21.5816
O	6.35	5.3431	17.3935
O	1.5106	-4.8378	19.3933
O	-4.098	10.5836	8.448
O	3.1993	8.1771	19.4226
O	7.6653	-1.6053	14.6994
O	-0.6704	4.5131	19.4153
O	5.0742	-1.7765	14.3863
O	-0.9049	-0.7755	15.4221
O	5.1274	5.0793	11.0825
O	6.1814	9.7782	20.7248
O	7.3294	11.9999	10.766
O	5.0044	7.1864	16.3249
O	3.0943	7.4812	14.5047
O	8.3762	8.9873	17.1997
O	15.0205	12.4102	24.313
O	10.3293	-2.0325	19.0948
O	-0.0858	-5.4577	11.2511
O	3.5864	2.8611	11.094
O	2.6696	2.7083	8.1257

Results
free energy: -137506.744 eV
free energy less fixed offsets of O -568.88, Si -635.61 eV per atom: 1.956 eV

Forces (eV/angstrom), in the order of the atoms: element, x, y, z
Si	0.0004	-0.0037	-0.0001
Si	-0.007	0.001	-0.0009
Si	0.0035	-0.0023	-0.0028
Si	-0.0028	0.0059	0.0021
Si	-0.004	0.0037	0.005
Si	0.0015	-0.0028	0.0032
Si	0.0002	0.0049	-0.0046
Si	0.0055	-0.0026	0.0035
Si	0.002	0.0013	0.0019
Si	0.0008	0.0012	0.0027
Si	0.0006	0.0022	0.0034
Si	-0.0011	0.0034	-0.0011
Si	0.0009	-0.001	0.005
Si	-0.001	-0.0003	0.0035
Si	-0.0004	-0.0024	0.0017
Si	0.0009	-0.0033	-0.001
Si	-0.0002	-0.0011	0.0028
Si	0.0007	-0.001	-0.0005
Si	-0.0014	0.0004	0.0003
Si	-0.0009	0.001	0.0011
Si	0.0001	-0.0002	-0.0035
Si	0.0001	-0.0015	-0.0021
Si	-0.0002	0.0028	-0.0008
Si	0.0012	-0.0005	-0.0033
Si	-0.0871	-0.0473	-0.0365
Si	-0.0258	0.0224	-0.026
Si	0.0934	0.0056	-0.2248
Si	-0.2976	-0.0019	0.2518
Si	-0.0783	0.0954	-0.2841
Si	0.1476	0.0764	0.5197
Si	0.2525	-0.0003	0.1139
Si	-0.0493	0.0679	-0.1746
Si	-0.0733	-0.1163	-0.0299
Si	-0.0445	-0.0449	-0.0182
Si	0.086	0.0523	-0.0093
Si	0.0927	0.106	-0.0155
Si	-0.184	-0.1006	0.0156
Si	-0.0497	-0.1574	0.0088
Si	0.0982	0.1668	0.0213
Si	0.1853	0.1143	0.0079
Si	-0.0245	-0.0401	-0.0381
Si	-0.031	-0.015	-0.0411
Si	-0.0339	0.0825	0.0164
Si	0.0541	-0.0244	0.0209
Si	0.0066	0.0192	-0.0491
Si	0.0271	-0.0152	-0.0453
Si	0.0273	-0.0454	0.0056
Si	-0.0802	0.0634	0.0173
Si	0.0531	-0.0471	-0.0258
Si	0.0239	0.018	0.0144
Si	0.0084	-0.0048	0.037
Si	-0.0097	0.0252	0.0388
Si	-0.0328	-0.0206	0.012
Si	0.0079	-0.0182	-0.0107
Si	-0.0151	-0.0021	0.0356
Si	0.0306	0.0309	0.0314
Si	-0.0781	-0.1268	0.0061
Si	-0.0774	-0.1345	0.0269
Si	-0.0395	0.0306	-0.0149
Si	0.1047	0.1213	0.0067
Si	-0.0543	-0.0486	0.0123
Si	-0.0819	-0.039	0.0245
Si	0.0846	0.1506	-0.0144
Si	0.027	0.0229	0.0088
Si	0.2855	0.225	-0.4541
Si	-0.0472	0.0829	-0.3018
Si	-0.116	0.0437	0.28
Si	-0.0427	0.2089	0.3236
Si	-0.0318	-0.4926	-0.1323
Si	-0.0345	-0.217	0.055
Si	0.0545	-0.039	0.111
Si	-0.0662	-0.0499	-0.1719
Si	0.0015	-0.0045	-0.0006
Si	0.001	-0.0013	-0.0012
Si	-0.0016	0.0001	0.0011
Si	0.0003	0.0005	0.0034
Si	-0.0016	0.003	0.004
Si	-0.0027	-0.0004	0.0035
Si	-0.0003	-0.0015	-0.0001
Si	-0.0005	-0.0002	-0.0007
Si	-0.001	0.0058	0.0069
Si	-0.0002	0.0012	0.0025
Si	-0.0037	0.0021	-0.0039
Si	-0.0028	0.0002	0.0036
Si	0.0023	0.0016	-0.0016
Si	-0.0003	-0.0035	0.001
Si	0.0035	-0.0021	0.0027
Si	0.0124	0.0058	-0.0006
Si	-0.0012	-0.0028	-0.0116
Si	-0.0028	0.0032	-0.0028
Si	0.0023	-0.0021	0.0064
Si	0.0043	0.0014	-0.0059
Si	-0.0077	-0.0007	-0.0021
Si	-0.0007	0.0014	-0.0061
Si	0.0007	0.0009	-0.0074
Si	-0.0092	-0.0032	-0.008
O	0.003	-0.0021	0.0004
O	0.0003	-0.0009	0.0019
O	0.0004	0.0008	0.0019
O	0.0047	-0.0037	0.0023
O	-0.0004	0.0009	0.0017
O	0.0036	-0.0022	0.0027
O	0.0008	0.0002	-0.0005
O	-0.0007	-0.0003	0.0008
O	0.0009	-0.0022	0.0051
O	-0.0002	-0.002	0.0028
O	-0.0005	-0.0008	0.0021
O	0.0007	0.0003	0.0008
O	0.0016	-0.0004	0.0026
O	-0.0004	0.002	-0.0013
O	-0.0007	0.0015	0.0029
O	0.0009	-0.0001	0.003
O	0.0002	-0.0003	0.0013
O	-0.0004	0.0024	0.0017
O	-0.0012	0.001	-0.0003
O	0.0006	-0.0018	0.0032
O	0.0002	0.0003	0.0005
O	0.001	0.0008	0.0002
O	-0.0014	0.002	-0.002
O	0.0029	-0.0014	0.0002
Si	-0.0003	0.0005	-0.0027
Si	0.0002	0	0.0004
Si	0.0008	-0.0003	0
Si	0.0001	-0.0006	0
Si	0.0002	0.0006	0.0005
Si	0.0003	0.0003	0.0009
Si	0.0009	0.0004	0.0007
Si	0.0004	0.0007	-0.001
Si	-0.0003	0.0003	0.0006
Si	-0.0004	-0.0005	0.0014
Si	0	0.0001	0.0005
Si	0	-0.0003	0.0001
Si	-0.0005	-0.0001	0.0001
Si	0.0007	0.0004	0.0006
Si	-0.0001	-0.0001	0.0002
Si	0	0.0004	-0.002
Si	0.0008	0.0006	0.0002
Si	0.0004	0	0.0008
Si	0.001	-0.0001	-0.0008
Si	0.0007	-0.0015	-0.0017
Si	0.0006	-0.0008	-0.0013
Si	0.0009	-0.0002	0.0009
Si	-0.0004	0.0002	0.0005
Si	0.0001	0.0005	-0.0015
Si	-0.0001	0.0004	-0.0006
Si	0.0006	-0.0005	-0.0014
Si	-0.0006	-0.0002	0.0004
Si	0.0005	0.0002	-0.0016
Si	0.0018	0.0003	-0.001
Si	0.0027	-0.003	-0.0054
Si	0.0004	-0.0002	0.0009
Si	-0.0001	0.0003	0
Si	-0.0001	-0.0001	0.0004
Si	0.0002	-0.0005	-0.0007
Si	0.0002	-0.0002	0
Si	0.0002	0.0003	0.0006
Si	-0.0025	0.002	0.0007
Si	0.0002	0.0004	0.0007
O	0.0011	0.0006	0.0009
O	-0.0001	0	0.0006
O	0.0008	0.0001	-0.0001
O	0.0001	-0.0001	0.0008
O	-0.0016	0.0012	-0.0003
O	0.0001	0	0.001
O	0.0004	0.0004	0.0005
O	0.0006	0.0001	0.0003
O	0.0011	0	0.0005
O	0.0001	0.0005	0.0007
O	-0.0014	-0.0001	0.0009
O	0.0006	-0.0001	0.0018
O	0.0003	0.0002	0.0004
O	0	0.0004	0.0011
O	-0.0006	0.0007	0.0005
O	0.0002	0.0002	0.001
O	-0.0007	0.0005	0.0014
O	0	0.0002	0.0011
O	0	0.0009	0.0015
O	-0.0003	0.0008	0
O	-0.0009	0.0006	0.002
O	0.0005	0	0.0005
O	0	0.0003	0
O	0.0003	0.0003	0.0009
O	0.0005	-0.0001	0.0008
O	0.0005	0	0.0005
O	-0.0004	0.0007	0.0007
O	0.0003	-0.0001	0.0008
O	-0.0007	-0.0013	-0.0011
O	0.001	-0.0012	0
O	0.0005	-0.0002	0.0019
O	0.0005	0.0006	0.0014
O	0.0002	0.0002	0.001
O	0.0001	0	0.0008
O	0.0004	0.0004	0.0012
O	0.0002	0.0005	0.0008
O	0.0013	0.0004	0.0006
O	0.0001	0	0.0004
O	0.0005	0	0.0008
O	0.0003	0.0001	0.001
O	0.0003	0	0.0006
O	0	-0.0015	0.0011
O	0.0001	0.0004	0.0004
O	0.0008	0.0001	0.0015
O	0.0004	-0.0003	0.001
O	0.0001	0.0007	0.0006
O	0.0004	0.0003	0.0006
O	0.0006	0.0001	0.0002
O	0.0004	0.0004	0.0012
O	0.0007	-0.0004	0.0011
O	-0.0002	-0.0004	0.0005
O	0.0017	0.0026	0.0033
O	-0.0004	0.0013	0.0009
O	0.0036	0.004	0.0058
O	0.0005	-0.0001	0.0007
O	0.0036	0.0004	0
O	-0.0032	-0.0018	0.0035
O	-0.0004	-0.0005	0.0017
O	0.0003	0.0001	0.0008
O	0.0005	0	0.0011
O	-0.0003	0.0011	0.0001
O	0.0004	0.0001	0.0009
O	0.001	0.0024	-0.003
O	0.001	-0.0002	0.0016
O	0	0.0001	0.0006
O	0.0006	0.0001	0.0004
O	0.0003	0.0001	0.0016
O	-0.0007	0.0034	0.0011

The program warned: the cutoff lies below the one the program advises for these potential files; the forces do not sum to zero within the program's tolerance; the exchange-correlation potential is rough where the density is thin.
